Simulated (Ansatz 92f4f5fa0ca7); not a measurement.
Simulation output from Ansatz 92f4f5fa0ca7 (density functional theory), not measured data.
Periodic cell of 225 atoms, Si133O90H2, from a study of silicon, its oxide and their interface. The atomic structure is a simulated model.
Doubt: the cutoff is far below the 930 eV that the study's wrapper takes by default for these files, so forces and energies are approximate.
This geometry differs little from another in the collection (a relaxation step or a small displacement).

Settings
functional: PBE
potential files: Ansatz PAW
basis: plane waves
wave-function cutoff: 580 eV
density cutoff ratio: 5
exchange-correlation grid ratio: 1
k mesh: 1 x 1 x 1, Gamma-centred
self-consistency stop: 5e-08 eV per atom in the density residual
occupations: fixed
spin: none
net charge: 0

Cell vectors (angstrom)
a  10.938  0  0
b  0  10.938  0
c  0  0  33.2885

Atoms: element, x, y, z (angstrom)
Si  0.4373  -0.3496  25.9448
Si  5.3287  0.3119  25.7597
Si  2.9456  2.4034  25.7543
Si  7.946  3.0258  26.0346
Si  -0.2813  5.6203  25.733
Si  5.8451  5.3202  25.8335
Si  2.6125  8.3169  25.6964
Si  8.5666  8.007  25.7635
Si  1.5009  1.2896  27.2355
Si  6.7861  1.4052  27.2432
Si  4.1101  4.1175  26.987
Si  9.591  4.1462  27.2343
Si  1.3786  6.7808  27.0269
Si  6.9698  6.8731  27.1548
Si  4.1867  9.5417  27.0107
Si  9.6743  9.5247  27.1715
Si  2.8425  -0.0922  28.5351
Si  8.2269  -0.0196  28.4873
Si  0.0421  2.6981  28.5004
Si  5.4061  2.7865  28.5232
Si  2.7454  5.4431  28.4344
Si  8.2274  5.4851  28.5757
Si  0.0577  8.1356  28.515
Si  5.506  8.1967  28.4629
Si  4.1018  1.3673  29.8703
Si  9.5708  1.3673  29.8703
Si  1.3673  4.1018  29.8703
Si  6.8362  4.1018  29.8703
Si  4.1018  6.8362  29.8703
Si  9.5708  6.8362  29.8703
Si  1.3673  9.5708  29.8703
Si  6.8362  9.5708  29.8703
Si  0  0  31.2375
Si  5.469  0  31.2375
Si  2.7345  2.7345  31.2375
Si  8.2035  2.7345  31.2375
Si  0  5.469  31.2375
Si  5.469  5.469  31.2375
Si  2.7345  8.2035  31.2375
Si  8.2035  8.2035  31.2375
Si  1.3673  1.3673  32.6048
Si  6.8362  1.3673  32.6048
Si  4.1018  4.1018  32.6048
Si  9.5708  4.1018  32.6048
Si  1.3673  6.8362  32.6048
Si  6.8362  6.8362  32.6048
Si  4.1018  9.5708  32.6048
Si  9.5708  9.5708  32.6048
Si  2.7345  0  0.6835
Si  8.2035  0  0.6835
Si  0  2.7345  0.6835
Si  5.469  2.7345  0.6835
Si  2.7345  5.469  0.6835
Si  8.2035  5.469  0.6835
Si  0  8.2035  0.6835
Si  5.469  8.2035  0.6835
Si  4.1018  1.3673  2.0507
Si  9.5708  1.3673  2.0507
Si  1.3673  4.1018  2.0507
Si  6.8362  4.1018  2.0507
Si  4.1018  6.8362  2.0507
Si  9.5708  6.8362  2.0507
Si  1.3673  9.5708  2.0507
Si  6.8362  9.5708  2.0507
Si  0  0  3.418
Si  5.469  0  3.418
Si  2.7345  2.7345  3.418
Si  8.2035  2.7345  3.418
Si  0  5.469  3.418
Si  5.469  5.469  3.418
Si  2.7345  8.2035  3.418
Si  8.2035  8.2035  3.418
Si  1.3395  1.3689  4.8114
Si  6.7945  1.3887  4.7693
Si  4.0413  4.1672  4.7446
Si  9.5625  4.113  4.8183
Si  1.3608  6.8425  4.8003
Si  6.8114  6.8421  4.7947
Si  4.0784  9.5746  4.8491
Si  9.5089  9.6256  4.6864
Si  2.6313  -0.0536  6.2357
Si  8.1541  -0.0019  6.0958
Si  -0.0284  2.7481  6.2204
Si  5.3409  2.7317  6.0484
Si  2.7292  5.5031  6.229
Si  8.1301  5.4284  6.177
Si  -0.1272  8.2266  5.9954
Si  5.4556  8.1954  6.2321
Si  3.7815  1.6252  7.4198
Si  9.6894  1.1224  7.4522
Si  1.5951  3.8945  7.5343
Si  6.5131  4.2052  7.4221
Si  4.3881  6.5588  7.5911
Si  9.2639  7.1229  7.3568
Si  0.8966  9.7396  7.4381
Si  7.0745  9.3799  7.496
O  9.598  6.8079  25.2306
O  4.1354  1.3535  25.2307
O  8.1904  8.2398  7.967
O  2.7035  2.7501  7.999
O  6.8934  4.1211  25.3607
O  1.4907  9.477  25.2864
O  5.486  5.3808  7.9379
O  -0.1173  0.0155  7.9044
O  6.9618  3.3769  8.7809
O  6.545  10.1409  8.872
O  10.1443  6.5555  8.6217
O  1.1208  8.8486  8.8054
O  4.6065  1.0552  8.7135
O  1.0328  4.6173  8.9246
O  8.9244  1.5547  8.8545
O  3.9563  7.0403  9.1063
O  8.0333  8.8378  24.4333
O  8.7079  2.2775  24.8092
O  5.4994  6.252  24.5026
O  1.9972  2.8065  24.4563
O  10.7508  0.4282  24.6587
O  0.1881  4.7635  24.3907
O  7.2291  11.8803  20.672
O  6.223  10.7798  24.4482
Si  9.6661  1.3524  23.907
Si  4.5526  6.4554  20.5425
Si  1.0499  8.8953  10.4329
Si  17.2739  5.2581  15.854
Si  7.3254  2.1551  19.5731
Si  19.298  14.3155  12.6051
Si  11.0083  4.9641  16.8128
Si  9.2358  -0.6259  16.4605
Si  15.4057  10.5143  19.0086
Si  12.6935  3.0293  18.2776
Si  8.3522  2.9351  9.5048
Si  2.9262  8.011  18.4304
Si  11.5513  1.0992  16.272
Si  0.4219  13.6422  13.5303
Si  4.2899  2.5086  19.9985
Si  6.1208  2.4493  14.438
Si  7.0799  5.8981  18.8023
Si  5.2137  10.7735  9.5854
Si  15.1674  6.5646  23.5307
Si  17.898  10.2571  20.6643
Si  3.0558  4.3343  21.9289
Si  11.4649  9.5791  14.8206
Si  6.5637  11.5939  16.9744
Si  5.2657  8.2855  13.1003
Si  10.5296  5.2051  9.4317
Si  3.7063  6.9747  15.4707
Si  7.4769  10.1378  23.6101
Si  -2.2278  8.4605  18.8318
Si  -0.3912  6.7964  12.0552
Si  1.6088  10.9949  12.317
Si  11.001  6.6964  19.0268
Si  3.8392  8.1147  10.3178
Si  0.8044  3.4909  23.5541
Si  10.0771  3.7629  19.1395
Si  4.8421  11.2706  12.5472
Si  7.81  6.2938  13.4904
Si  1.3254  5.3901  14.1373
O  9.8997  7.7078  19.6562
O  5.1005  1.7237  13.3764
O  11.422  2.8243  19.3217
O  7.3808  12.4846  18.0678
O  4.1137  7.9744  14.2334
O  4.0281  0.9149  19.8256
O  2.3447  8.0473  10.9438
O  -1.0838  4.0007  17.4985
O  7.7197  4.8952  12.618
O  9.4294  -1.8566  17.5094
O  5.7943  14.8984  14.9936
O  5.494  9.9136  13.22
O  10.7185  8.1622  11.1637
O  17.6496  5.0387  17.4414
O  1.3326  10.6719  15.7448
O  6.0268  12.4956  15.771
O  1.5366  7.4175  19.0965
O  19.6539  3.0542  19.7729
O  7.4865  18.3885  18.4187
O  12.6385  1.7359  17.2929
O  3.2251  11.0955  12.4313
O  3.2293  7.623  24.3002
O  19.1138  9.6498  19.7806
O  9.4224  4.0813  9.1061
O  11.9719  9.8292  13.3094
O  3.8886  2.9774  21.5236
O  4.7  7.1266  22.051
O  1.157  10.4758  10.8394
O  5.1031  6.2949  15.9179
O  18.5762  10.5525  16.3375
O  -2.7907  2.7689  11.1049
O  6.636  7.4113  13.2856
O  5.8656  2.929  19.7187
O  11.0232  5.1427  15.2119
O  16.1989  10.8609  17.618
O  10.1113  11.6178  16.9633
O  0.2802  2.14  15.0582
O  3.5478  5.0839  23.3027
O  14.0439  -3.2728  16.8417
O  11.7812  8.0566  15.2641
O  5.5315  11.3824  11.0627
O  4.0913  -1.3431  9.6738
O  8.6453  11.2266  23.2057
O  4.834  7.8577  11.5763
O  10.585  2.4239  23.0652
O  3.33  5.3727  20.6972
O  7.666  5.8618  15.0796
O  -0.4774  5.5318  11.017
O  9.8487  9.874  15.0041
O  0.9199  12.4404  12.56
O  6.929  9.6426  22.1645
O  1.5351  3.9035  13.4733
O  4.1386  7.4076  19.3152
O  2.687  5.8412  14.8915
O  9.9366  14.2396  13.0031
O  3.1344  9.63  18.664
O  9.2293  6.957  13.0207
O  16.9065  5.836  20.0153
O  0.8884  6.4611  13.0023
O  10.7687  6.4828  17.4022
O  16.483  9.7892  20
O  1.4787  4.0077  22.1551
O  10.6466  5.2323  19.7254
O  23.3856  4.3935  17.383
O  14.1714  3.1867  18.9345
O  7.5829  2.4621  13.7128
H  8.2591  5.3032  19.4137
H  11.3011  7.709  16.0477

Results
free energy: -135767.688 eV
free energy less fixed offsets of H -15.97, O -568.88, Si -635.61 eV per atom: -0.418 eV

Forces (eV/angstrom), in the order of the atoms: element, x, y, z
Si  -0.0008  0.0016  0.0016
Si  -0.0002  0.002  0.0005
Si  0.0008  0.0008  0.0034
Si  -0.0013  0.0018  -0.0005
Si  0.0001  0.0003  -0.0007
Si  -0.0002  0.0002  0.0039
Si  0.0005  0  -0.002
Si  -0.0014  0.0006  0.0018
Si  0.0011  0  -0.0007
Si  -0.001  0.0013  0.0009
Si  0.0013  -0.0006  0.0004
Si  0.0001  -0.0001  0.0009
Si  0.0007  -0.0005  0.0002
Si  0.0006  -0.0012  -0.0006
Si  0.0005  0.0005  0.0009
Si  0.0002  0.0003  -0.0008
Si  -0.0002  0.0011  0.0006
Si  0.0002  -0.0004  -0.0001
Si  -0.0002  -0.0004  0.0004
Si  -0.0006  0.001  -0.001
Si  0.0008  -0.0015  -0.0003
Si  -0.0018  -0.0001  0.0007
Si  -0.0009  0.0002  0.001
Si  0.0003  -0.0007  0.0001
Si  0.0767  -0.0232  0.2975
Si  0.0464  -0.0706  -0.1062
Si  0.1808  -0.0158  -0.1942
Si  -0.2037  0.0859  0.2016
Si  0.011  -0.0546  -0.4903
Si  0.3151  0.0931  0.5255
Si  0.2448  -0.314  0.0888
Si  0.0638  -0.0219  -0.1306
Si  -0.0008  0.0236  -0.0367
Si  0.0645  0.1748  -0.0041
Si  -0.0535  -0.0804  -0.0078
Si  -0.0544  0.01  -0.0266
Si  -0.0708  0.082  0.0034
Si  0.0641  -0.021  0.0021
Si  -0.0924  0.0639  0.0164
Si  0.0687  0.033  -0.0082
Si  -0.0068  0.0328  -0.0025
Si  0.0293  -0.0838  -0.0073
Si  0.002  0.0016  -0.019
Si  0.0634  -0.0225  -0.0338
Si  0.0581  -0.0791  -0.0143
Si  -0.0201  0.0197  -0.0075
Si  0.0397  -0.0535  -0.0376
Si  -0.0317  -0.014  -0.0126
Si  -0.0146  0.0042  0.0065
Si  0.0114  0.072  0.0489
Si  -0.0951  0.021  0.0111
Si  0.0181  0.0099  0.0135
Si  -0.0324  0.0236  0.0397
Si  -0.0004  -0.0168  0.008
Si  -0.0016  0.0003  0.0089
Si  -0.0299  0.0788  0.0044
Si  -0.0189  -0.0271  0.0378
Si  0.0896  -0.0148  -0.0148
Si  -0.0466  -0.1189  -0.0174
Si  0.0091  0.0105  0.0369
Si  0.0853  -0.0245  -0.0182
Si  -0.0192  0.0097  0.0295
Si  -0.0019  0.0234  0.0384
Si  -0.0626  -0.1613  -0.0273
Si  0.0618  0.352  -0.3516
Si  -0.2211  -0.1641  0.1422
Si  -0.2853  -0.0203  -0.0114
Si  0.0532  0.0793  0.1355
Si  0.0279  -0.0732  0.1657
Si  -0.0584  0.24  -0.2081
Si  0.0781  0.0373  0.2379
Si  -0.3671  -0.1553  -0.3461
Si  -0.0023  -0.0024  0.0002
Si  0.0006  -0.0018  -0.0012
Si  -0.0034  -0.0036  -0.0045
Si  0.0007  -0.0015  -0.0002
Si  -0.0004  0  -0.001
Si  0.0045  0.0028  -0.0018
Si  0.0007  -0.0013  0.0006
Si  -0.0008  0.0022  0.0015
Si  0.0016  0.0014  -0.0009
Si  0.002  0.0003  -0.0009
Si  -0.0011  0.0006  -0.0017
Si  0.0033  -0.0039  0.0008
Si  -0.0018  0.0028  0.0015
Si  0.0004  0  -0.0003
Si  -0.0007  0.0015  0.0011
Si  -0.0028  0.002  -0.0012
Si  -0.0003  -0.0034  0.0015
Si  0.0029  -0.0022  -0.0056
Si  -0.0015  0  0.0045
Si  0.0068  -0.0035  0.0075
Si  -0.0047  0.0053  0.0056
Si  0.0008  0.002  -0.002
Si  -0.0033  0.0002  -0.001
Si  0.0031  0.0001  -0.0011
O  0.0011  -0.0002  0.0002
O  0.0002  -0.0016  -0.0021
O  -0.0016  -0.0013  0.0015
O  0.0031  0.0041  -0.0023
O  0.0012  0.0002  -0.0022
O  0  -0.0005  0.0012
O  -0.0029  0.0011  -0.0092
O  -0.0011  -0.0016  0.0053
O  -0.0029  0.0017  -0.0008
O  -0.0005  0.0002  -0.0002
O  0.0001  -0.0006  0.0005
O  0.0004  0.0008  0.0006
O  -0.0008  0.002  -0.0008
O  0.0007  -0.0003  -0.0015
O  -0.0018  0.0009  0.0022
O  0.003  -0.0016  0.0002
O  0.0001  -0.0003  0
O  0.0008  -0.0005  0.0007
O  -0.0009  0.0007  -0.0008
O  -0.0011  0.0005  -0.0005
O  -0.0002  0.0005  -0.0005
O  -0.0002  0.0005  0.0007
O  0.0006  0.0029  -0.0012
O  0.0007  -0.0003  0.0007
Si  -0.0003  0.0003  0.0002
Si  0.0001  0.0015  -0.0001
Si  0.0002  0.0017  -0.001
Si  -0.0001  0.0017  -0.0003
Si  -0.0005  -0.002  -0.0009
Si  0.0001  0.0003  0.0009
Si  0.0031  -0.0163  -0.0032
Si  0  -0.0042  -0.0026
Si  0.0035  0.0024  0.0001
Si  0.0002  -0.0004  -0.0003
Si  0.0024  -0.0002  0.0018
Si  0.004  -0.0025  -0.0041
Si  -0.0027  -0.0021  -0.0008
Si  -0.0003  -0.0018  -0.0012
Si  -0.0005  -0.0012  -0.001
Si  0.0009  -0.0008  0.0012
Si  -0.0001  0.0002  -0.0004
Si  0  -0.001  0
Si  0.0005  -0.0012  0.0005
Si  0  0  -0.0006
Si  0.0005  0.0011  0.0001
Si  -0.0115  -0.0133  0.0027
Si  0.0019  -0.0018  -0.0034
Si  -0.0002  0.0002  0.0014
Si  -0.0009  0.0001  0.0007
Si  -0.0047  0.0026  0.0024
Si  0.0001  0.0005  -0.0005
Si  -0.0003  0.0039  -0.0031
Si  0.0004  0.0011  0.0009
Si  -0.0004  -0.0003  -0.0019
Si  0.0034  0.0067  0.0127
Si  -0.0006  0.0001  0.0018
Si  0.0006  -0.0007  -0.0008
Si  -0.0004  -0.0007  0.0006
Si  -0.0017  -0.0016  0.0003
Si  0.0006  0.0017  0
Si  0.006  0.0028  -0.0026
O  0.0022  -0.0025  -0.0005
O  0.0007  0.0009  0.0002
O  0.001  0.001  -0.0007
O  0  0.0012  0.0011
O  0.0019  -0.0002  -0.0004
O  0.0021  -0.0012  -0.0033
O  0.0014  0  -0.0007
O  0.0023  0.0051  -0.0017
O  0.0001  0  -0.0003
O  -0.002  0.0017  0.0019
O  0.0006  -0.0005  -0.0002
O  -0.0003  0.0012  -0.0011
O  -0.0003  -0.0004  0
O  0.0001  0.0006  0.0001
O  -0.0015  0.0002  -0.0001
O  0.0016  -0.0009  0.0022
O  -0.0029  -0.0007  -0.0001
O  0.0006  0.0013  0
O  -0.0002  -0.0003  0.0005
O  0.0003  0.0023  0.0016
O  0.0048  0.001  -0.0002
O  -0.0006  0.0007  0.0011
O  -0.0002  0.0004  0.0008
O  0.0005  0.0014  -0.0003
O  0.001  0.0035  -0.007
O  0.0001  0.0007  -0.0006
O  0.0006  -0.0003  -0.0008
O  0.0006  -0.0008  0.0003
O  0.0004  0.0005  -0.0006
O  -0.0016  0.0047  0.0035
O  0  0.0006  0
O  0.0009  0.0001  -0.0004
O  0.0013  0.0004  0
O  -0.0015  0.0016  0.003
O  -0.0004  0.0016  0.0035
O  0.0041  0.0026  -0.0006
O  0.0009  -0.0006  0.0017
O  0.0001  0  0.0003
O  0.0062  0.0017  0.0051
O  -0.0397  -0.0078  0.0644
O  -0.0001  0.0004  0.0016
O  0.0002  0.0002  -0.0005
O  0.0002  0.0003  0.0006
O  0.0004  0.0005  -0.0008
O  0.0002  0.0002  0.0012
O  -0.0002  -0.0002  0.0008
O  -0.0006  -0.0004  0.0006
O  0.0005  0.0005  0.0001
O  0.0072  0.0023  0.0003
O  -0.0003  0.0033  0.0011
O  0.0002  0  -0.0002
O  -0.0001  0.0024  0.0014
O  -0.0024  0.0024  -0.0002
O  -0.002  -0.0011  -0.0022
O  0  0.0002  -0.0001
O  0.0004  0.0008  0.0001
O  0.0002  -0.0007  -0.0014
O  -0.0011  0.001  0.0006
O  -0.0001  -0.0013  0.002
O  -0.004  0.0047  -0.0077
O  -0.0027  0.0037  -0.0024
O  0.0007  -0.0003  0.0008
O  0.0038  0.0023  -0.0032
O  -0.0007  0.0007  0.0007
O  0.0002  -0.0002  0.0001
O  0.0009  0.0009  -0.0005
H  -0.0018  0.0003  -0.001
H  0.0401  0.0198  -0.0556

The program warned: the cutoff lies below the one the program advises for these potential files; the forces do not sum to zero within the program's tolerance; the exchange-correlation potential is rough where the density is thin.
